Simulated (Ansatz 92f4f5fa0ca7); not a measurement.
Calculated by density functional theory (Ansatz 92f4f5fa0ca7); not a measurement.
Periodic cell of 200 atoms, Si117O83, from a study of silicon, its oxide and their interface. The atomic structure is a simulated model.

Settings: functional r2SCAN; potential files Ansatz norm-conserving; basis plane waves; wave-function cutoff 1300 eV; density cutoff ratio 4; exchange-correlation grid ratio 1; k mesh 2 x 2 x 1, shifted by 0.5 0.5 0.5 of a step; self-consistency stop 5e-08 eV per atom in the density residual; occupations Fermi-Dirac, 0.05 eV; spin none; net charge 0.

Cell vectors (angstrom)
a 11.5403 0 0
b 0 11.5403 0
c 3.6055 3.0589 25.8959

Atoms and the computed forces on them: element, x, y, z (angstrom), force x, y, z (eV/angstrom)
Si 0.9074 8.2081 -2.0811 -0.4693 0.297 -0.1519
Si -1.81 11.5702 -0.0957 0.2704 0.361 -0.7805
Si 8.4172 3.2753 -3.146 -0.1347 -0.1607 -0.5874
Si 3.6437 9.4063 -1.7286 0.0226 0.1917 -0.0597
Si 4.7086 12.1302 -0.6577 0.1229 -0.0776 -0.6909
Si -0.5654 4.7803 0.747 0.7953 -0.1739 -0.0432
Si 7.5517 12.1139 0.8436 -0.6432 -0.2674 -0.2821
Si 8.058 6.9343 -1.4758 -0.4381 0.7744 -0.2151
Si 8.7983 4.876 -0.5241 -0.0629 -0.5291 -0.4716
Si 0.528 8.5613 1.4834 -0.2482 0.0273 -0.0002
Si 0.0695 12.3491 1.1244 0.4547 -0.139 -0.0136
Si 1.9052 5.3895 -1.1173 0.1642 0.0196 -0.2852
Si 3.7588 6.6363 2.3602 0.045 0.0031 0.0504
Si 3.2203 12.3788 1.0698 -0.7674 -0.1698 -0.059
Si 4.2822 4.7946 0.9695 -0.4616 0.0848 -0.4127
Si 8.0946 8.2662 0.6272 0.163 0.0214 0.0115
Si 10.3366 9.2381 0.0776 0.532 -0.5759 -0.5537
Si 6.8959 4.5719 0.9179 0.0546 -0.1236 0.3117
Si -0.0728 10.5062 2.591 0.416 0.0983 0.5732
Si -0.2818 14.3977 2.2036 0.0348 0.0904 0.1311
Si -0.1318 6.5198 2.3855 -0.0339 0.012 -0.0433
Si 3.6023 10.4897 2.4323 -0.1348 -0.0884 0.0577
Si 3.6289 14.3683 2.234 0.0445 0.0776 0.0453
Si 2.9756 8.5652 1.2365 0.3628 0.3482 -0.6212
Si 7.495 10.1967 2.1408 0.1068 -0.2336 0.1427
Si 7.3469 14.132 2.1603 0.0134 0.1321 0.0818
Si 7.5706 6.5045 2.2166 -0.1309 0.0724 0.0001
Si -2.1726 10.3354 3.5937 -0.094 0.0167 0.0893
Si -2.2286 14.232 3.5256 -0.0836 -0.0011 -0.0038
Si -2.1141 6.5189 3.6757 -0.108 -0.2 -0.006
Si 1.8373 10.4952 3.9268 -0.084 0.2567 0.0834
Si 1.6976 14.3889 3.6046 0.0448 0.1235 -0.1406
Si 1.844 6.5363 3.7175 -0.1555 -0.3201 0.1226
Si 5.6179 10.3653 3.6587 -0.0728 0.0287 -0.0641
Si 5.5103 14.1954 3.6624 0.0935 -0.0764 0.1224
Si 5.6625 6.6643 3.7294 0.0913 0.0002 0.0043
Si -2.0881 8.469 5.0105 -0.0425 0.0382 -0.1416
Si -2.161 12.3035 4.8913 -0.0523 0.0378 -0.0868
Si 9.2997 4.5606 4.998 0.1101 -0.0127 0.0162
Si 1.8462 8.494 5.1137 -0.1282 0.1364 0.0103
Si 1.8027 12.4946 5.0798 0.1215 -0.1873 0.0371
Si 1.7764 4.6556 5.0563 0.056 0.0744 0.1145
Si 5.5923 8.5409 5.1525 0.0419 -0.0718 -0.0308
Si 5.5859 12.305 5.0758 -0.0777 0.0205 0.005
Si 5.564 4.6254 5.0472 0.0074 0.0278 -0.1441
Si -0.1458 8.5392 6.339 0.0097 -0.0737 -0.0789
Si -0.2204 12.3288 6.2191 0.0066 0.012 0.0527
Si -0.2355 4.6323 6.2186 0.052 -0.0285 0.0352
Si 3.6909 8.5842 6.5965 -0.0236 -0.0801 -0.0384
Si 3.6797 12.4155 6.5416 0.0713 0.0478 -0.0513
Si 3.6495 4.6679 6.4846 -0.0614 -0.012 -0.0198
Si 7.5722 8.4738 6.416 0.002 0.1077 -0.0092
Si 7.5619 12.3106 6.3725 -0.0255 -0.036 0.0187
Si 7.4261 4.5381 6.5061 -0.108 -0.1338 0.1549
Si -0.1734 10.486 7.6934 0.122 0.0287 -0.0369
Si -0.2655 14.2421 7.495 0.1145 -0.1875 0.2044
Si -0.1524 6.5531 7.5381 -0.0654 0.1765 -0.1277
Si 3.7089 10.5552 8.0102 -0.1768 -0.0969 0.1404
Si 3.4944 14.3329 7.9185 0.1428 0.0638 0.1401
Si 3.6693 6.5942 7.8692 0.0473 0.0878 -0.0088
Si 7.6141 10.4082 7.7589 0.0656 -0.113 -0.0853
Si 7.4445 14.0582 7.9399 -0.0958 0.0991 -0.1566
Si 7.5335 6.5546 7.7609 -0.1618 0.0524 -0.0732
Si 9.5156 10.4488 9.1664 0.0485 0.0444 0.1739
Si 9.5137 14.1935 8.9532 0.2863 0.0261 -0.3385
Si 9.5561 6.5573 8.9413 0.2601 0.2235 0.1562
Si 1.6111 10.5479 9.2719 -0.0638 -0.0858 -0.114
Si 1.43 14.2313 9.0876 -0.3954 -0.1507 -0.1937
Si 1.6235 6.5809 9.0682 -0.2228 0.0125 0.0811
Si 5.8255 10.6942 9.2297 -0.0392 -0.0672 -0.0494
Si 4.6493 2.9657 9.9581 -0.4589 -0.0671 0.3603
Si 5.6422 6.7388 9.16 0.0705 0.1361 -0.274
Si 10.1722 8.4311 10.2987 -0.7636 -0.2728 0.3541
Si 9.8626 12.44 10.4776 -0.1726 0.0136 0.0417
Si 9.9776 4.5984 10.144 0.1157 0.1414 0.091
Si 1.0264 8.5143 10.3354 0.6564 -0.0377 0.3187
Si 0.7724 12.4124 10.5919 0.2765 0.2535 0.4372
Si 0.9561 4.6585 10.2796 0.0177 -0.0101 0.1067
Si 5.7794 8.6818 10.5535 -0.2129 -0.0402 0.421
Si 6.3379 12.976 9.8908 0.3349 -0.0622 -0.1504
Si 5.8092 4.9221 10.5729 0.0159 -0.0459 0.1007
Si 4.6464 9.9271 14.4722 0.1377 -0.0097 0.1622
Si 7.9303 13.487 11.6586 -0.1927 -0.5143 0.6817
Si 8.0216 4.4593 11.4358 0.2287 0.7987 0.452
Si 3.2738 8.4111 12.3958 -0.1829 0.1139 0.0811
Si 2.5943 15.5339 11.8857 -0.1597 -0.1069 -0.0891
Si 1.4348 1.8583 13.5432 -0.119 -0.0325 -0.0196
Si 5.4605 4.4771 15.1474 0.1352 0.0765 0.1818
Si 7.4448 9.6681 20.3408 0.017 -0.1143 -0.0776
Si 8.165 7.4802 12.435 0.2318 -0.0856 0.2191
Si 4.966 11.9746 16.4553 0.5117 -0.5396 0.3507
Si 2.3654 3.5839 18.0721 -0.03 0.0197 0.1038
Si 4.3595 5.4314 12.4079 0.4319 0.0814 0.1956
Si 0.2082 5.2222 17.036 0.3508 -0.065 0.066
Si 1.1333 8.2558 20.3578 0.0749 0.0547 0.0494
Si 7.4262 9.0496 14.7893 -0.0558 0.1205 0.1366
Si 9.6698 5.7924 17.8575 -0.5144 0.214 0.1862
Si 6.7233 0.209 14.0673 0.0593 -0.1172 0.1454
Si 2.2549 10.5246 22.0491 -0.0527 0.1361 -0.2863
Si 3.8491 14.2819 20.5576 0.0465 0.0158 0.025
Si 11.8527 1.1833 21.1897 -0.0003 -0.0539 0.0383
Si 1.7022 3.5133 22.6191 0.0592 -0.2023 -0.2528
Si 4.4271 6.0003 17.5549 0.0956 0.1533 0.2275
Si 2.0117 7.5583 17.6113 0.1849 -0.0105 0.04
Si 8.1752 3.5254 16.2358 0.0057 -0.0557 0.2106
Si 11.0205 1.0604 18.2847 0.0318 -0.0237 0.177
Si 5.7291 12.0663 19.6044 -0.062 -0.0429 -0.017
Si 6.5696 7.2932 22.0888 0.0023 -0.1872 -0.4441
Si 8.9773 5.6117 22.9879 -0.2195 -0.0814 -0.2405
Si 8.3541 1.8539 18.7864 -0.074 -0.0807 0.1123
Si 3.4832 13.5736 15.721 -0.3434 -0.0007 0.2652
Si 8.7958 15.9617 20.2265 -0.0934 0.0088 -0.02
Si -0.5991 2.7965 15.5909 -0.0915 -0.0353 0.2094
Si 8.7996 8.8383 17.5902 -0.0581 0.0442 0.0528
Si 9.4658 10.9481 22.4504 0.1609 -0.0361 -0.216
Si 5.7901 5.2398 20.1175 -0.0886 0.044 0.0782
Si 0.1342 9.7375 18.0022 -0.0246 0.1216 -0.0338
O 10.2458 10.0102 23.5442 0.5064 -0.1784 0.0907
O -0.3006 8.9945 -1.321 -0.3417 0.0634 -0.2845
O 4.0629 10.9648 -1.6048 0.0405 -0.0608 0.1759
O 9.155 3.8476 -1.8221 -0.0869 0.5816 0.5171
O 3.6578 8.6959 -0.2756 -0.2151 -0.1173 0.2121
O 6.256 11.8149 -0.2141 0.341 0.3355 0.2953
O 3.3364 5.1075 -0.3817 -0.0379 -0.0898 0.2175
O 0.6938 4.6198 -0.3646 -0.4369 0.1517 0.3356
O 1.6228 12.2884 0.4686 0.3132 0.1709 0.4176
O 9.5053 8.1473 11.8014 0.132 -0.0838 -0.385
O 8.148 5.8509 12.4029 -0.2145 -0.1498 -0.1997
O 7.3137 12.9019 13.1162 0.1394 0.1737 -0.5115
O 7.824 9.0762 16.3414 0.0433 -0.0327 -0.1327
O 1.7522 8.4866 11.8471 0.0046 -0.0116 -0.3396
O 1.2549 12.4858 12.2087 -0.0676 0.1863 -0.299
O 6.3842 12.2235 15.6085 -0.309 -0.0909 -0.1053
O 4.3424 8.9878 11.3115 0.016 -0.2303 0.0583
O 3.4707 2.7515 11.175 0.2016 0.4351 -0.2518
O 6.8886 8.2016 11.6907 -0.1006 0.0267 -0.2076
O 7.8091 2.4448 17.3875 0.135 0.1086 -0.0958
O 4.3169 3.3438 15.2568 -0.0665 0.121 -0.0512
O 8.0812 9.4972 18.8707 0.0649 -0.0738 -0.0341
O 6.8147 8.2732 20.8342 -0.0049 -0.0087 0.2884
O -1.7396 12.0083 -1.6838 -0.1704 -0.2198 0.1843
O 9.1853 1.9565 -3.7101 -0.0655 0.1169 0.2614
O 2.222 9.2144 21.0875 -0.2598 0.0691 0.1042
O 2.6989 14.326 19.424 0.1193 0.1109 -0.0704
O 1.3382 10.3648 23.385 -0.0732 -0.1337 -0.1109
O 10.5694 0.3567 21.7376 0.008 -0.0024 -0.0078
O 11.6098 1.664 19.6665 -0.0599 -0.1688 -0.1124
O 7.0799 12.9431 19.639 0.0414 -0.0595 -0.1372
O 5.3285 5.1159 13.6846 -0.2205 0.0315 -0.0658
O 11.9558 7.3832 21.5045 0.1007 -0.0782 0.2446
O 3.5864 7.3684 17.2672 -0.2364 -0.2601 0.0304
O 9.03 7.266 17.7963 0.2032 -0.0312 -0.0084
O 2.3918 2.5227 16.841 0.1707 0.1442 -0.161
O 0.0573 4.293 15.6909 -0.0205 -0.1802 0.2278
O 6.1569 10.6638 20.2869 0.1556 0.1305 -0.0779
O 9.3564 2.9667 15.2734 0.1117 0.0361 0.1407
O 9.1246 14.4773 19.7044 -0.0795 0.0941 -0.1536
O 1.7493 3.4079 13.1503 0.1378 -0.4945 -0.0332
O 3.6878 6.8835 12.6856 0.091 -0.003 -0.0721
O 3.4556 4.7409 17.8101 -0.0951 -0.0445 -0.0924
O 3.3488 9.2807 13.7737 0.1805 -0.1562 -0.3316
O 11.0667 2.1022 17.0579 -0.0082 0.0603 -0.186
O 7.7878 10.5101 14.1371 -0.2895 -0.0295 0.0288
O 8.3437 4.9995 24.3309 0.1599 -0.0628 0.1663
O 2.1521 9.2215 -2.3776 0.0444 -0.2598 0.2054
O 5.2374 11.8638 18.064 0.0092 0.1796 -0.2567
O 4.595 12.8395 20.4725 0.0528 0.0942 -0.0866
O 5.3414 5.6403 16.2764 -0.131 -0.2183 -0.1125
O 11.5918 9.185 19.5482 0.1893 -0.0914 -0.1346
O 0.9224 4.3025 18.2015 0.028 0.1503 -0.4742
O 8.0511 6.8749 22.5954 -0.0005 -0.1424 0.052
O 8.1973 7.8694 14.0145 -0.231 0.0747 -0.2959
O 1.8407 7.3086 19.2309 -0.1974 0.1947 -0.1546
O 8.6118 4.8678 17.0293 0.2166 -0.1592 -0.0345
O 5.8191 8.8028 14.6516 -0.0229 0.2588 -0.0947
O 8.9725 16.0179 21.8219 -0.0149 0.2871 0.0609
O 4.9237 3.8987 20.2512 -0.1086 -0.058 -0.0283
O 1.1794 6.4882 16.7113 -0.0495 -0.0635 0.2177
O 1.4769 6.9648 -1.1925 0.1372 -0.1782 -0.0377
O 10.2558 9.4793 17.2752 0.0693 -0.1231 0.1512
O 5.2872 -0.4055 13.5353 0.1659 -0.1787 0.2277
O 1.4101 9.0299 17.2746 -0.1327 -0.251 0.2142
O 5.7244 6.0211 21.5321 0.2814 0.1265 -0.0659
O 9.4441 0.6681 18.5244 0.1207 0.3224 -0.063
O 0.0591 1.9058 14.4182 0.2021 0.0639 0.0321
O 4.7623 8.7616 -2.677 -0.1341 -0.0522 0.1434
O 8.6593 10.1005 21.3314 -0.1018 0.0804 0.1336
O 9.7796 5.4531 19.463 -0.1333 -0.1251 -0.2523
O 6.9152 3.8018 15.2878 -0.1006 0.0458 0.024
O 3.8104 10.7225 22.4494 0.0789 0.0682 0.3103
O 6.8936 3.0038 -2.6737 0.1453 -0.0026 0.0213
O 2.6639 12.8748 14.4822 -0.1463 0.3638 -0.0134
O 3.1276 3.0487 21.9738 -0.1615 0.0105 -0.0329
O 1.6537 0.2552 21.2322 -0.101 -0.0763 0.1169
O 5.6752 7.9438 23.2491 0.0435 0.1229 0.4045
O 7.2954 4.8058 19.7783 0.1652 -0.044 0.1367
O 5.294 6.201 18.9076 -0.1012 -0.2705 -0.1206
O 12.0833 2.4807 22.1312 0.1738 0.0282 0.0556
O 4.3272 10.5385 15.9498 0.1855 0.2547 -0.2625
O 0.3956 11.321 17.9257 -0.2203 -0.0212 0.0747

Results
free energy: -52304.212 eV
free energy less fixed offsets of O -463.61, Si -117.95 eV per atom: -24.432 eV
pressure: -1.61 GPa
stress xx, yy, zz, yz, xz, xy (GPa, positive in tension): 2.64, 0.86, 1.33, 0.33, 0.02, -0.46
